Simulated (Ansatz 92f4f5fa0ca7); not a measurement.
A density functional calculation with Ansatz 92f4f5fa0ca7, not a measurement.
Periodic cell of 372 atoms, Si256O116, from a study of silicon, its oxide and their interface. The atomic structure is a simulated model.

Settings: functional r2SCAN; potential files Ansatz PAW; basis plane waves; wave-function cutoff 800 eV; density cutoff ratio 5; exchange-correlation grid ratio 1; k mesh 1 x 1 x 1, Gamma-centred; self-consistency stop 1e-10 eV per atom in the density residual; occupations fixed; spin none; net charge 0.

Cell vectors (angstrom)
a  16.332  0  0
b  0  16.332  0
c  0  0  24.8741

Atoms: element, x, y, z (angstrom)
Si  -0.7343  0.6261  -0.2714
Si  3.36  6.7855  -1.6131
Si  -0.1844  5.5494  0.1525
Si  3.9786  9.4581  1.301
Si  -1.6758  8.9577  1.4698
Si  1.9314  11.8369  -1.4091
Si  5.1809  1.2169  -3.0699
Si  6.7898  1.2936  1.3573
Si  7.4059  8.395  0.2014
Si  9.3627  10.5663  -3.6245
Si  10.0655  12.3112  -1.1633
Si  10.8299  10.422  -0.1204
Si  10.6203  0.3699  -0.0421
Si  13.5967  2.9092  0.4058
Si  11.9277  5.455  -0.2379
Si  12.7461  6.6102  -2.877
Si  8.2721  13.4509  -0.2148
Si  12.1615  11.7921  1.3389
Si  0.0514  2.7919  2.8627
Si  1.0627  4.9956  -2.3508
Si  1.3455  6.6715  1.5233
Si  2.3631  8.1666  0.0455
Si  -0.1147  13.786  2.5382
Si  3.5254  14.5207  1.5102
Si  8.2465  2.4942  -0.1215
Si  9.43  4.1128  1.2465
Si  6.5579  6.6949  1.5817
Si  10.9302  8.0761  2.5899
Si  6.8606  12.1309  1.2374
Si  9.5024  14.9566  1.1711
Si  10.7511  2.8054  2.7523
Si  14.9838  4.2214  1.6778
Si  12.7616  7.1188  1.3504
Si  15.6615  7.1471  -1.6395
Si  12.9355  13.0426  -0.4222
Si  13.4937  16.3673  2.7145
Si  1.5874  1.7057  1.4495
Si  2.6494  0.0054  2.7352
Si  -0.0329  8.0261  2.864
Si  2.6881  5.3685  2.9092
Si  1.7707  12.8344  1.4795
Si  2.6988  10.9513  2.6502
Si  5.4292  2.6294  2.7617
Si  8.1926  -0.0568  2.6848
Si  5.2404  8.1453  2.8348
Si  8.1459  5.4288  2.7221
Si  5.4123  13.5233  2.5829
Si  8.1993  10.8312  2.6708
Si  12.1091  1.4507  1.4404
Si  14.736  -1.1347  1.112
Si  9.3607  9.282  1.2662
Si  13.5997  5.5771  2.9244
Si  10.8634  13.4822  2.5353
Si  13.646  10.7034  2.7245
Si  1.3424  4.0708  4.3009
Si  4.0671  1.2736  4.1177
Si  1.3284  9.5685  4.0395
Si  4.0043  6.7815  4.227
Si  1.2219  15.0483  4.0804
Si  4.098  12.2273  4.071
Si  6.7982  4.0376  4.0721
Si  9.487  1.3375  4.0828
Si  6.7594  9.5298  4.0413
Si  9.5765  6.7762  4.0165
Si  6.7649  14.9026  3.9881
Si  9.5235  12.2139  4.0259
Si  12.1853  4.126  4.1119
Si  14.9419  1.3622  4.0628
Si  12.1897  9.468  4.0808
Si  14.9752  6.7891  4.3283
Si  12.1965  14.8838  3.9835
Si  14.9965  12.2561  3.9326
Si  -0.071  0.0357  5.4915
Si  2.7379  2.6439  5.5165
Si  -0.0245  5.414  5.6337
Si  2.6447  8.2032  5.4896
Si  -0.0034  10.9532  5.408
Si  2.6813  13.6406  5.3867
Si  5.4208  -0.0974  5.4286
Si  8.1228  2.6716  5.4542
Si  5.4579  5.4183  5.4525
Si  8.1928  8.1669  5.3503
Si  5.4528  10.903  5.456
Si  8.1413  13.5672  5.3835
Si  10.8838  -0.0526  5.3876
Si  13.5983  2.7314  5.4231
Si  10.8678  5.4818  5.4692
Si  13.5649  8.2101  5.5258
Si  10.8773  10.8845  5.4278
Si  13.6222  13.5783  5.352
Si  1.328  1.327  6.8768
Si  4.1012  4.0512  6.7964
Si  1.3179  6.8412  6.8832
Si  4.0725  9.561  6.7961
Si  1.3544  12.3029  6.8035
Si  4.0488  14.9408  6.8459
Si  6.7496  1.2837  6.7786
Si  9.5117  4.0831  6.7453
Si  6.8545  6.813  6.7386
Si  9.5082  9.5198  6.7874
Si  6.8095  12.2556  6.8338
Si  9.5172  14.9271  6.7488
Si  12.2714  1.3147  6.7541
Si  14.9338  4.0262  6.9054
Si  12.2269  6.8312  6.8553
Si  14.954  9.6123  6.8092
Si  12.2712  12.253  6.7512
Si  14.9394  14.9563  6.801
Si  -0.0013  2.6829  8.2704
Si  2.6713  -0.0398  8.246
Si  -0.0341  8.2397  8.1928
Si  2.7079  5.4072  8.1205
Si  -0.0009  13.6639  8.2119
Si  2.7405  10.9554  8.162
Si  5.4248  2.6757  8.1431
Si  8.1499  -0.0581  8.1028
Si  5.4927  8.1961  8.0814
Si  8.1765  5.4344  8.1111
Si  5.4623  13.618  8.2337
Si  8.1841  10.8892  8.1844
Si  10.9213  2.746  8.0408
Si  13.6158  -0.0158  8.1958
Si  10.8697  8.192  8.2052
Si  13.5934  5.4685  8.1885
Si  10.9431  13.622  8.1264
Si  13.5996  10.9524  8.1861
Si  1.4141  4.0565  9.5807
Si  4.0182  1.3954  9.5321
Si  1.3594  9.6197  9.5027
Si  4.105  6.8008  9.3315
Si  1.3353  14.97  9.707
Si  4.0859  12.2751  9.6076
Si  6.8413  4.0277  9.4262
Si  9.5254  1.3917  9.3004
Si  6.7937  9.542  9.5437
Si  9.5141  6.7679  9.5148
Si  6.884  14.959  9.6062
Si  9.6509  12.22  9.4904
Si  12.2235  4.0928  9.4793
Si  14.966  1.3177  9.6295
Si  12.2707  9.5616  9.5529
Si  14.9767  6.824  9.5389
Si  12.2431  14.9946  9.575
Si  14.9147  12.3536  9.5522
Si  -0.0366  0.0112  11.1219
Si  2.7225  2.7003  11.0593
Si  0.0726  5.479  10.8608
Si  2.8165  8.1888  10.6809
Si  -0.035  11.0004  10.8488
Si  2.7482  13.593  11.0663
Si  5.4437  0.0976  10.8177
Si  8.2538  2.6755  10.7497
Si  5.3978  5.3915  10.6342
Si  8.1577  8.1315  10.8495
Si  5.4637  10.9232  10.967
Si  8.4003  13.5613  10.9118
Si  10.856  0.1802  10.721
Si  13.6067  2.8087  10.8587
Si  10.8495  5.3791  10.8856
Si  13.6029  8.1634  10.8944
Si  10.953  10.9094  10.9745
Si  13.6065  13.6851  11.0395
Si  1.3263  1.3736  12.5373
Si  4.2368  4.1227  12.2219
Si  1.5238  6.8664  12.0862
Si  4.0531  9.4617  12.2185
Si  1.2524  12.2504  12.394
Si  4.2023  15.0845  12.2713
Si  6.8317  1.4672  12.1452
Si  9.4914  3.9862  12.2505
Si  6.6992  6.6893  12.0045
Si  9.5832  9.4365  12.2061
Si  5.7419  13.538  15.3278
Si  9.5692  15.2557  12.1728
Si  12.1093  1.5616  12.1468
Si  15.0276  4.1305  12.1919
Si  12.216  6.7547  12.1943
Si  15.0519  9.5224  12.1691
Si  12.3694  12.2116  12.4182
Si  16.3272  13.6657  13.9312
Si  -0.1711  2.8268  13.814
Si  5.3693  -0.3792  16.9656
Si  0.4097  8.4524  13.3695
Si  7.3936  8.6115  17.0864
Si  -0.311  10.1178  17.4319
Si  2.1617  10.2841  13.4395
Si  6.0401  3.2223  13.4899
Si  9.48  0.6424  15.0995
Si  5.2953  7.8645  13.4795
Si  8.83  6.7962  14.6234
Si  7.0122  12.2071  12.2707
Si  8.1259  10.5404  13.6589
Si  12.5829  3.973  14.9878
Si  13.2155  0.1627  13.6055
Si  7.7546  5.0864  13.3324
Si  13.6991  5.5308  13.4959
Si  11.5525  13.2171  14.4079
Si  15.062  12.0713  15.2241
Si  0.8449  4.4882  15.2302
Si  6.1776  -2.1253  13.234
Si  2.7482  9.7471  17.957
Si  3.08  5.733  13.4625
Si  1.8443  14.6744  15.2304
Si  3.3245  11.8389  15.8517
Si  5.0049  2.0929  15.2922
Si  7.8058  -0.2116  13.4439
Si  4.5772  7.3269  17.8721
Si  10.7788  7.9448  13.5992
Si  2.9082  16.3781  13.8144
Si  10.3625  11.5748  15.6291
Si  10.7509  2.6908  13.812
Si  14.1432  2.0246  14.9385
Si  12.305  9.2973  14.9087
Si  13.9496  8.0799  16.174
Si  12.9034  13.9364  16.1471
Si  14.8729  15.0505  12.5422
Si  20.1681  3.8508  26.427
Si  -1.6718  -1.3725  19.538
Si  0.4035  41.8261  24.0215
Si  23.2358  3.4998  22.9813
Si  18.7688  0.1839  17.6636
Si  5.8699  10.2736  24.992
Si  24.1028  -8.4118  22.0015
Si  -2.5966  27.0868  13.6655
Si  -5.9289  -2.9823  17.9327
Si  11.9454  -2.5272  20.4519
Si  -20.3745  21.7822  16.9933
Si  23.8411  -2.4018  17.608
Si  9.1671  6.254  16.8867
Si  2.6186  -0.0709  20.6225
Si  -1.0037  6.9642  14.6454
Si  11.7253  17.9677  19.4754
Si  7.451  -28.6405  18.4382
Si  -28.3619  10.8246  20.2486
Si  -7.4337  1.2705  18.2761
Si  7.1927  8.6031  14.7418
Si  6.9077  13.8267  22.7237
Si  -9.1343  11.1196  18.9623
Si  5.014  -16.7825  24.2233
Si  10.7419  16.1718  21.8721
Si  15.9513  -4.0396  19.6778
Si  23.6911  5.1297  21.3144
Si  1.7712  -13.2537  17.8492
Si  4.4416  -12.0304  17.5138
Si  24.2122  -16.62  20.8913
Si  13.7831  16.6727  17.3783
Si  5.0169  -5.0793  23.0503
Si  5.1653  -9.177  20.9264
Si  -3.0266  20.6474  19.8008
Si  13.8992  11.7711  21.8759
Si  5.2542  -11.1098  25.1398
Si  2.3783  -3.182  20.7449
Si  28.3276  9.4811  21.9516
Si  11.0254  15.4374  14.058
Si  32.5167  3.1175  20.3624
Si  -0.1486  0.3153  21.6288
O  7.4972  10.0853  -7.1297
O  -15.2979  -22.1841  -1.6351
O  2.7347  2.7674  0.9172
O  5.8838  16.4851  0.56
O  1.3521  12.538  -0.0866
O  -1.468  -7.3533  -7.6452
O  4.1658  -9.525  -10.7741
O  -5.6134  5.8573  -7.6461
O  4.8899  12.1646  -9.3261
O  -10.1319  20.5878  -0.6318
O  1.4702  0.3418  -3.2025
O  -0.7654  15.4057  -4.0882
O  8.7449  -23.4727  -3.0174
O  1.9081  0.0915  -5.7029
O  17.5102  -3.5882  -5.1543
O  -16.0842  6.3519  -2.7506
O  0.8338  20.2185  -3.4851
O  -0.6609  1.7206  -3.8739
O  11.2984  16.3654  -1.5015
O  20.5913  5.8865  -7.692
O  1.7595  12.7974  -2.6864
O  7.5394  -1.857  -3.5604
O  11.748  22.3728  -1.7425
O  12.0992  7.9649  -3.4693
O  7.1473  12.6872  -6.3165
O  -1.751  1.9016  -0.446
O  8.2139  5.0295  -7.4678
O  -13.8125  29.5498  -9.2796
O  4.6483  22.6334  -0.778
O  17.3782  -12.3447  -8.1322
O  17.0869  1.13  0.1624
O  25.4752  16.4758  -3.0528
O  22.1509  5.68  -3.7473
O  -0.6233  -5.3295  18.7375
O  8.3155  -9.8748  21.5135
O  -23.4815  0.7297  16.7309
O  6.017  -3.8793  22.4774
O  2.911  -1.6556  20.7504
O  6.4088  24.5263  21.1399
O  20.1019  15.0561  24.8288
O  -1.0033  11.9566  21.1375
O  -18.5273  39.7423  22.68
O  19.0976  43.3254  14.9077
O  7.8366  2.4825  18.1303
O  4.8838  31.1239  15.9418
O  -4.6016  -18.6888  17.2688
O  17.0812  19.1744  19.0543
O  1.1709  -6.8439  17.6552
O  12.9388  4.7485  18.2872
O  -4.8657  -3.0866  23.6805
O  3.7854  1.1982  14.6408
O  4.5821  17.0733  23.2334
O  8.6803  24.0128  17.5627
O  13.0637  14.812  19.8209
O  19.4796  3.7901  18.3562
O  22.8955  -1.0743  17.8338
O  28.77  2.9718  20.0245
O  12.7993  4.0728  24.4106
O  4.4874  23.5469  19.4696
O  10.0166  -4.3467  17.1615
O  11.5386  33.4069  20.7986
O  16.0266  11.0652  16.0945
O  9.0831  14.2926  17.7853
O  19.8734  8.4644  17.3439
O  6.0865  -8.5545  17.5436
O  -0.6558  -16.3064  23.1119
O  8.3665  0.1572  19.3672
O  3.1826  9.8866  19.5185
O  -5.8777  5.0568  25.2085
O  -1.9015  1.5269  16.4882
O  9.4123  11.8503  22.2482
O  19.5144  -5.1398  17.3221
O  8.418  -5.3702  20.0065
O  7.8634  4.3991  19.9491
O  10.2685  1.928  18.8328
O  22.1764  17.3173  16.194
O  13.1348  6.8441  16.8757
O  -2.8916  10.2183  21.8227
O  -10.4849  -34.0898  23.2678
O  -1.4496  -12.343  19.9598
O  13.4432  -0.8566  16.3117
O  -8.8202  -8.587  23.5753
O  -5.0235  26.598  15.7989
O  -2.3684  12.3283  23.3909
O  22.1758  4.1409  18.2914
O  20.811  3.3351  16.201
O  23.5086  -2.8911  16.0945
O  29.0859  12.6012  21.1083
O  2.6041  5.4328  22.7238
O  27.8969  -6.8069  23.5332
O  4.0447  -0.0229  17.7997
O  27.1947  13.1275  19.4454
O  18.0495  15.4387  16.6808
O  12.5525  0.9282  18.2558
O  -17.7873  16.0839  18.3972
O  4.6083  -5.9896  21.7572
O  3.5492  -4.6319  23.6489
O  -10.6277  -5.5604  19.4563
O  2.1061  1.6658  17.1226
O  3.9696  7.5085  21.9451
O  3.9406  -15.4521  20.7794
O  6.5124  0.5012  21.2124
O  20.0294  -4.0122  20.3283
O  16.8294  -11.8716  23.9466
O  -3.3994  5.4983  20.8355
O  5.719  2.729  22.0857
O  -1.1784  -2.8073  19.0104
O  -0.1208  22.1171  15.3772
O  13.6722  14.4104  24.9588
O  11.0074  14.645  21.4409
O  -0.8369  9.5885  25.0397
O  9.4446  17.7542  24.4076
O  8.9761  -21.4161  14.8736
O  -2.1816  12.8959  16.3332
O  18.6263  -11.3502  14.6795
O  10.9185  -6.1224  20.9675

Results
free energy: -229896.050 eV
free energy less fixed offsets of O -570.45, Si -639.56 eV per atom: 3.510 eV

Forces (eV/angstrom), in the order of the atoms: element, x, y, z
Si  0.0097  -0.0257  -0.1735
Si  0.0363  -0.0124  -0.1864
Si  0.0118  -0.0374  -0.0492
Si  0.0011  -0.0036  -0.0052
Si  0.0161  0.0103  -0.043
Si  0.0117  0.0581  -0.2114
Si  -0.0227  -0.0562  -0.2264
Si  -0.0096  -0.0222  -0.033
Si  0.0056  -0.0278  -0.0901
Si  -0.0582  -0.0117  -0.2708
Si  -0.006  0.0005  -0.1321
Si  0.0295  -0.042  -0.077
Si  0.0188  -0.0104  -0.1421
Si  0.0088  -0.006  -0.0647
Si  -0.0063  0.0153  -0.143
Si  -0.0096  -0.0577  -0.2679
Si  -0.0135  0.0035  0.0046
Si  -0.002  0.0038  0.0101
Si  -0.0078  0.0032  0.0043
Si  0.0031  -0.0905  -0.2192
Si  0.0059  0.0082  0.0046
Si  0.0071  0.0025  0.0046
Si  -0.0047  0.0015  0.0022
Si  0.0131  0.0192  -0.0541
Si  -0.0022  -0.0072  -0.0219
Si  0.0059  -0.001  -0.0266
Si  -0.0004  0.0004  0.0034
Si  -0.0014  0.0024  0.0021
Si  0.0098  0.0002  -0.0014
Si  -0.005  -0.0114  0.0002
Si  0.0047  0.0032  0.0053
Si  0.0078  0.0045  0.0029
Si  0.0037  0.0018  -0.0013
Si  -0.0411  -0.0242  -0.1287
Si  0.0278  -0.0254  -0.148
Si  -0.0063  -0.002  0.0052
Si  -0.0132  -0.0065  -0.0646
Si  -0.0015  -0.0002  0.0027
Si  0.005  -0.0085  0.0012
Si  -0.0067  0.0035  0.0036
Si  -0.0142  -0.0157  -0.0641
Si  0.0078  -0.0045  0.0034
Si  -0.0014  -0.0045  0.0028
Si  -0.0042  -0.0082  0.0049
Si  -0.0019  0.0042  -0.0001
Si  -0.0007  0.0017  0.0022
Si  0.0048  -0.0059  0.0032
Si  -0.0026  0.0015  0.0014
Si  0.0002  -0.0001  0.0035
Si  -0.0194  -0.0151  -0.0402
Si  0.0015  0.0014  0.0073
Si  0.0013  -0.0005  0.0038
Si  0.003  0.0026  -0.0038
Si  -0.0047  0.0055  -0.0009
Si  0.0019  0.0006  -0.0017
Si  0.0009  0.001  -0.0012
Si  -0.0019  0.0021  -0.002
Si  0.0025  -0.0027  -0.001
Si  -0.0017  -0.0018  -0.0009
Si  -0.0026  0.0021  -0.0006
Si  -0.0008  0.0012  -0.0019
Si  -0.0021  0.0001  -0.0006
Si  0.0032  -0.0026  -0.0002
Si  0  0.0017  0.0001
Si  0.0028  0.0018  -0.0008
Si  -0.0008  -0.0001  0.0003
Si  0.0004  -0.0018  -0.0012
Si  0.0029  -0.002  -0.0009
Si  -0.0004  0  -0.0005
Si  -0.0021  0.0023  -0.0003
Si  -0.0026  -0.0016  0.001
Si  0.0024  -0.0023  -0.0008
Si  0.0007  -0.001  -0.0001
Si  -0.0004  0.0006  0.0008
Si  -0.0003  -0.0004  0.0012
Si  0  0.001  0.0011
Si  -0.0016  0.0001  -0.0002
Si  -0.0011  0.0008  0.0001
Si  -0.0009  0.0013  0.0009
Si  -0.0013  -0.0007  0.0008
Si  -0.0008  -0.0003  0.0007
Si  -0.0007  0.0002  0.0004
Si  -0.0004  0.0011  0.0019
Si  0.0003  0.0006  0.0001
Si  -0.0012  -0.0005  0.0005
Si  -0.0021  -0.0001  0.0019
Si  -0.0001  -0.0002  -0.0004
Si  0.0007  0.0007  0.0004
Si  0.0002  -0.0009  0.0005
Si  -0.0008  -0.0002  0.0011
Si  0.0001  0.0009  0
Si  -0.0007  -0.0006  0.0009
Si  -0.0002  0.0007  0.0005
Si  -0.0004  0.0001  0.0005
Si  0.0001  0.0006  0.0009
Si  0.0002  -0.0014  0.0007
Si  0.0017  0.0004  0.0008
Si  -0.0007  0.0004  0.0016
Si  -0.0005  -0.0007  0.0014
Si  -0.0008  0.0008  0.0013
Si  -0.001  -0.0008  0.0003
Si  -0.0003  0.0007  0.0008
Si  0.0006  -0.0006  0.0011
Si  0.0009  0.0001  0.0012
Si  -0.0007  0.0002  0.0007
Si  -0.0011  0.0005  0.001
Si  -0.0006  0.0004  0.0008
Si  -0.0002  0.0009  0.001
Si  -0.0013  -0.0011  0.001
Si  -0.0009  -0.0002  -0.0009
Si  0.001  0.0002  0.0017
Si  -0.0005  0.0001  0.0009
Si  -0.0009  -0.0003  -0.0002
Si  0.0001  0  0.0015
Si  -0.0009  0.0001  0.0003
Si  -0.0014  0.0001  0.0015
Si  -0.001  0.0004  0.0009
Si  -0.0013  0  0.0018
Si  0.0002  0.0019  0.0001
Si  0.0002  0.0012  0.0009
Si  -0.0006  -0.0004  0.0015
Si  -0.001  -0.0002  0.0016
Si  -0.0006  -0.0004  0.0013
Si  -0.0015  -0.001  0.0008
Si  -0.0005  -0.0002  0.0018
Si  0  -0.0003  0.0009
Si  0.0006  0.0002  0.0009
Si  0.0009  0.0004  -0.0004
Si  -0.0018  0.0013  0.0002
Si  -0.0001  -0.0002  0.0008
Si  0.0003  -0.0008  -0.0001
Si  -0.0019  0.0008  -0.0005
Si  -0.0001  -0.001  -0.001
Si  -0.0002  -0.0011  -0.0001
Si  -0.0002  0.0004  0.0005
Si  0.0003  0.0007  0.0015
Si  -0.0007  -0.0011  0.0004
Si  0.0003  -0.0017  0
Si  0.0008  0.0016  0.0005
Si  0.0001  0.0016  0.0005
Si  -0.0008  0.002  0.0005
Si  -0.0002  0.0008  0.0007
Si  -0.0001  0.0008  0.0007
Si  -0.0003  0.0011  0.0004
Si  0.0014  0.0005  0.0003
Si  0.0015  0.0007  -0.0006
Si  0.001  0.0024  0.0001
Si  0  -0.0009  -0.0002
Si  -0.0021  0.0012  -0.0007
Si  -0.0008  0.0029  0.0007
Si  0.0009  0.0001  0.0019
Si  -0.0015  0  0.0011
Si  -0.0005  -0.0017  0.0014
Si  -0.0007  0.0002  -0.0044
Si  -0.0001  -0.001  -0.0003
Si  -0.001  -0.0049  -0.001
Si  -0.0052  0.0007  -0.0002
Si  -0.0005  -0.0002  0.0003
Si  0.0019  -0.0014  -0.0009
Si  -0.0006  0.0019  0.0016
Si  -0.0039  -0.0015  -0.0012
Si  0.0013  0.0029  0.0004
Si  0.0012  -0.0042  0.001
Si  -0.0072  0.0004  0.0037
Si  0.0016  -0.0058  0.005
Si  0.0001  0.0047  0.0009
Si  0.0078  -0.0044  0.0014
Si  -0.0071  -0.0033  0.0048
Si  0.0005  -0.0013  0.0046
Si  -0.0014  0.0043  0.0013
Si  0.0057  0.0094  0.0073
Si  -0.0072  0.0007  0.0033
Si  -0.014  0.0019  -0.1492
Si  0.0038  0.0013  0.0093
Si  0.0092  0.0041  0.0044
Si  0.0009  0.0001  0.0009
Si  -0.0042  -0.0025  0.0019
Si  0.0004  -0.0039  0.0021
Si  0.0007  -0.0027  -0.001
Si  -0.0063  0.0016  0.0021
Si  -0.0011  -0.0034  0.0049
Si  -0.0058  0.0092  -0.1934
Si  -0.003  -0.0014  0.0058
Si  0.045  -0.0478  -0.2207
Si  -0.06  -0.0499  -0.2583
Si  -0.0157  -0.0096  -0.0633
Si  0.0028  -0.0011  -0.003
Si  0.0202  -0.0113  -0.1625
Si  -0.0093  -0.0014  -0.0205
Si  -0.0023  -0.004  -0.0031
Si  -0.0054  -0.0043  0.0004
Si  -0.0096  -0.0054  -0.0381
Si  0.0017  -0.0082  -0.0128
Si  -0.0034  0.0008  -0.01
Si  0.0008  -0.0014  0.0072
Si  -0.002  0.0119  0.0068
Si  0.0039  0.0019  0.0108
Si  -0.015  0.0198  -0.1192
Si  -0.0316  0.0296  -0.1565
Si  -0.0012  -0.0055  -0.0008
Si  -0.0482  0.024  -0.2399
Si  0.0057  0.0089  -0.0617
Si  -0.0221  -0.0095  -0.1473
Si  -0.0104  0.0271  -0.1946
Si  0.0058  -0.0173  -0.1712
Si  0.0012  0.0061  0.0033
Si  0.0446  0.0069  -0.2603
Si  0.009  0.002  0.0058
Si  -0.0192  -0.0227  -0.0389
Si  0.0326  -0.0285  -0.1569
Si  -0.0081  0.0027  0.0045
Si  -0.0123  0.0278  -0.0937
Si  0.0153  -0.0107  -0.0275
Si  -0.028  -0.0111  -0.1305
Si  0.0134  -0.0565  -0.1688
Si  0.001  0.0023  0.0026
Si  -0.0068  -0.0077  -0.0145
Si  -0.0132  0.0284  -0.2294
Si  0.0158  0.0399  -0.0681
Si  -0.0504  0.0006  -0.1457
Si  0.0154  -0.0394  -0.2676
Si  -0.0102  0.008  -0.0033
Si  -0.0085  0.0043  -0.2277
Si  0.0049  -0.0036  0.0073
Si  0.016  -0.0113  -0.2834
Si  -0.0131  0.0165  -0.2649
Si  -0.0167  0.0438  -0.2307
Si  -0.0087  0.0266  -0.2177
Si  0.0494  0.054  -0.1806
Si  -0.0483  -0.0069  -0.2365
Si  -0.0103  0.0184  -0.0359
Si  0.011  0.0151  -0.265
Si  -0.0037  0.0024  -0.2925
Si  -0.021  -0.0211  -0.2966
Si  0.0257  0.0054  -0.3134
Si  0.0098  -0.0044  0.0064
Si  -0.0195  0.0449  -0.1923
Si  -0.0033  0.0112  -0.2856
Si  0.0136  0.0183  -0.184
Si  0.0187  0.0074  -0.2815
Si  -0.0139  -0.0387  -0.2681
Si  0.0274  -0.0078  -0.2347
Si  0.0231  0.0414  -0.2598
Si  -0.022  -0.0436  -0.1994
Si  0.0511  0.0647  -0.2663
Si  0.0185  0.0231  -0.2871
Si  -0.0391  -0.0106  -0.204
Si  -0.0123  0.0013  -0.2829
Si  -0.0394  -0.0409  -0.3088
Si  0.0293  0.0372  -0.2463
Si  0.0187  -0.0036  -0.109
Si  0.0009  0.017  -0.2321
Si  0.015  0.0129  -0.216
Si  -0.014  0.0108  0.0004
Si  -0.0192  -0.0276  -0.2695
Si  0.0188  -0.0072  -0.2626
O  -0.0139  0.1044  0.167
O  -0.0183  -0.0652  0.0733
O  0.0048  0.0034  0.0293
O  0.0355  0.0262  0.0766
O  -0.0035  0.0215  0.1191
O  0.0663  0.0613  0.1138
O  0.0018  -0.0006  0.0367
O  -0.0119  -0.003  0.0881
O  -0.0138  -0.0161  0.0658
O  -0.0475  0.0338  0.113
O  -0.027  0.0066  0.0943
O  0.0468  0.0446  0.1347
O  -0.0087  -0.029  0.086
O  0.004  -0.0084  0.2014
O  0.0492  0.0185  0.1038
O  -0.0244  0.049  0.1057
O  0.0499  0.0931  0.1632
O  0.0037  -0.0354  0.1002
O  -0.0043  0.0202  0.2015
O  0.0056  0.0208  0.08
O  -0.0147  -0.0604  0.1762
O  -0.0294  -0.0754  0.1544
O  -0.0131  -0.0231  0.1555
O  0.0073  0.0053  0.0845
O  -0.0096  -0.0737  0.115
O  -0.0281  0.0253  0.0665
O  -0.0677  -0.0876  0.1425
O  0.0286  -0.0332  0.0664
O  0.0177  -0.0302  0.0935
O  0.0446  -0.0494  0.1747
O  0.0286  0.0197  0.0797
O  0.0147  -0.0056  0.1052
O  0.0263  -0.03  0.0989
O  0.003  0.0917  0.1748
O  -0.003  0.0132  0.0826
O  -0.039  0.0321  0.2621
O  0.0213  -0.0105  0.0967
O  0.0067  -0.0192  0.0754
O  0.0366  -0.0007  0.1021
O  -0.0196  -0.0234  0.0873
O  -0.0641  -0.0253  0.1537
O  0.093  0.0241  0.1025
O  0.0335  0.0342  0.1139
O  -0.0046  0.0134  0.0935
O  0.0056  0.0382  0.1035
O  -0.0692  0.0032  0.1453
O  -0.0793  0.0021  0.1832
O  0.0473  -0.0003  0.0808
O  0.0663  -0.0554  0.2551
O  -0.0045  -0.0161  0.0713
O  0.0297  0.0281  0.0797
O  0.0038  -0.0395  0.1313
O  -0.0129  0.0141  0.1156
O  -0.0361  -0.0296  0.0987
O  -0.0091  -0.0002  0.0884
O  0.0294  -0.0109  0.0893
O  0.0106  0.0164  0.0895
O  0.0127  -0.0119  0.0603
O  0.0272  -0.0099  0.2443
O  -0.0212  0.0409  0.1541
O  -0.0413  -0.0693  0.1702
O  0.0389  -0.0531  0.1371
O  0.0008  0.0016  0.0821
O  0.0041  -0.0028  0.0842
O  -0.0835  -0.0312  0.1127
O  -0.0312  0.0075  0.208
O  -0.0455  -0.066  0.2031
O  0.0562  0.0314  0.1651
O  -0.0189  -0.0128  0.0485
O  -0.0044  -0.0656  0.1627
O  0.0333  0.0626  0.1806
O  -0.0051  -0.0617  0.1449
O  0.0984  -0.0227  0.1867
O  -0.0132  0.0498  0.2598
O  0.0362  -0.0007  0.1044
O  0.0025  -0.0503  0.1022
O  -0.0242  -0.0462  0.0907
O  -0.0183  -0.0249  0.0721
O  -0.0147  0.0089  0.089
O  0.037  -0.0032  0.0926
O  0.0146  0.0424  0.1183
O  -0.0171  0.0279  0.1857
O  -0.0348  0.0283  0.0554
O  -0.0399  0.0342  0.161
O  0.0495  0.0023  0.0951
O  -0.0309  0.0726  0.1455
O  0.0437  0.0065  0.1374
O  0.0435  -0.0634  0.1188
O  0.0064  0.0422  0.0805
O  -0.0503  0.0381  0.1646
O  -0.0394  0.0131  0.0971
O  0.057  0.0081  0.1933
O  0.0176  0.0658  0.1735
O  -0.0613  0.0327  0.1489
O  0.0308  -0.0537  0.1499
O  0.0438  0.0136  0.2118
O  0.0118  -0.0125  0.0803
O  -0.062  -0.0046  0.1207
O  -0.005  0.0067  0.0909
O  -0.0765  -0.0138  0.1662
O  0.0666  0.0288  0.1108
O  -0.0403  0.0176  0.0914
O  -0.0052  0.0088  0.0964
O  -0.0354  0.0256  0.1175
O  -0.017  0.1148  0.1877
O  0.0606  0.0443  0.1053
O  0.0089  -0.0075  0.0936
O  0.0262  -0.0273  0.0498
O  0.0256  0.0304  0.0671
O  -0.0322  0.034  0.1176
O  -0.0428  -0.0074  0.0752
O  -0.0051  0.0078  0.0534
O  0.0305  0.0259  0.0695
O  -0.008  0.0198  0.0972
O  -0.0198  -0.0221  0.0723
O  0.0148  -0.0106  0.098

The program warned: the cutoff lies below the one the program advises for these potential files; the forces do not sum to zero within the program's tolerance; empty levels may hold ghost states of the PAW files; the exchange-correlation potential is rough where the density is thin.
